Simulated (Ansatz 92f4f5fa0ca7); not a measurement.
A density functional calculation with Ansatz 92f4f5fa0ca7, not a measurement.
Periodic cell of 231 atoms, Si140O85As6, from a study of silicon, its oxide and their interface. The atomic structure is a simulated model.
Doubt: the cutoff is low for norm-conserving oxygen, so forces and energies are approximate.
Doubt: the program's own warning below bears on the result.
This geometry differs little from another in the collection (a relaxation step or a small displacement).

Settings
functional: HSE06
potential files: SPMS norm-conserving
basis: plane waves
wave-function cutoff: 800 eV
density cutoff ratio: 4
exchange-correlation grid ratio: 1
k mesh: 1 x 1 x 1, Gamma-centred
occupations: fixed
spin: none
net charge: 0

Cell vectors (angstrom)
a  11.6015  0  0
b  0  10.938  0
c  0  0  32.6625

Atoms: element, x, y, z (angstrom)
Si  0.0443  -0.0736  24.1272
As  3.953  -0.2034  23.9621
As  7.8829  -0.3168  23.9562
Si  2.0341  1.225  24.1868
Si  5.993  1.0954  24.0795
Si  9.6832  1.2822  24.0969
Si  -0.2528  5.4273  23.9993
Si  3.7563  5.2897  23.6368
Si  7.8158  5.4967  23.8831
Si  1.7782  6.6833  23.8473
Si  5.7487  6.7767  23.6022
As  9.6047  7.0699  23.916
Si  1.9462  2.7416  25.9607
Si  5.819  2.7139  25.8193
Si  9.634  2.7154  25.962
Si  -0.0353  4.0606  25.9255
Si  3.8734  4.1015  25.7746
Si  7.7194  4.1236  25.8605
Si  1.9271  8.0724  25.8586
Si  5.7941  8.0681  25.7597
Si  9.6661  8.14  26.0201
Si  0.0089  9.476  26.0029
Si  3.8761  9.4528  25.9316
Si  7.7347  9.4611  25.9865
Si  0.0057  -0.0045  27.856
Si  3.8719  -0.043  27.8223
Si  7.6969  -0.0241  27.8424
Si  1.948  1.3461  27.8591
Si  5.7831  1.3656  27.8
Si  9.6419  1.3254  27.8569
Si  0.0097  5.4471  27.843
Si  3.8874  5.4341  27.7801
Si  7.7191  5.4488  27.827
Si  1.9511  6.7912  27.837
Si  5.7996  6.8171  27.7948
Si  9.6668  6.7689  27.8935
Si  1.9336  2.7345  29.7633
Si  5.8008  2.7345  29.7633
Si  9.6679  2.7345  29.7633
Si  0  4.1018  29.7633
Si  3.8672  4.1018  29.7633
Si  7.7343  4.1018  29.7633
Si  1.9336  8.2035  29.7633
Si  5.8008  8.2035  29.7633
Si  9.6679  8.2035  29.7633
Si  0  9.5708  29.7633
Si  3.8672  9.5708  29.7633
Si  7.7343  9.5708  29.7633
Si  0  0  31.6969
Si  3.8672  0  31.6969
Si  7.7343  0  31.6969
Si  1.9336  1.3673  31.6969
Si  5.8008  1.3673  31.6969
Si  9.6679  1.3673  31.6969
Si  0  5.469  31.6969
Si  3.8672  5.469  31.6969
Si  7.7343  5.469  31.6969
Si  1.9336  6.8362  31.6969
Si  5.8008  6.8362  31.6969
Si  9.6679  6.8362  31.6969
Si  1.9336  2.7345  0.9679
Si  5.8008  2.7345  0.9679
Si  9.6679  2.7345  0.9679
Si  0  4.1018  0.9679
Si  3.8672  4.1018  0.9679
Si  7.7343  4.1018  0.9679
Si  1.9336  8.2035  0.9679
Si  5.8008  8.2035  0.9679
Si  9.6679  8.2035  0.9679
Si  0  9.5708  0.9679
Si  3.8672  9.5708  0.9679
Si  7.7343  9.5708  0.9679
Si  0.0108  0.0492  2.8548
Si  3.8545  0.0416  2.8864
Si  7.7508  0.0371  2.8686
Si  1.9317  1.4262  2.9411
Si  5.8045  1.3837  2.8829
Si  9.6837  1.4171  2.8999
Si  0.0367  5.4659  2.9746
Si  3.8489  5.4623  2.9046
Si  7.7292  5.5283  2.8614
Si  1.9348  6.8528  2.901
Si  5.7722  6.8244  2.863
Si  9.703  6.8291  2.9203
Si  1.9424  2.749  4.9462
Si  5.8314  2.7728  4.7951
Si  9.6871  2.9684  4.7184
Si  0.0526  4.2236  5.0566
Si  3.882  4.1417  4.874
Si  7.7213  4.2442  4.8117
Si  1.9186  8.2388  4.8117
Si  5.7717  8.2156  4.751
Si  9.7009  8.2142  4.8444
Si  -0.0093  9.6465  4.7689
Si  3.859  9.6101  4.8001
Si  7.7402  9.493  4.6961
Si  -0.0892  0.2259  6.5924
Si  3.8747  0.0073  6.7647
Si  7.8561  -0.0239  6.5017
As  1.951  1.4666  7.0111
Si  5.9036  1.3138  6.6666
Si  9.5293  1.5872  6.5212
Si  0.0535  5.6889  7.1017
As  3.8816  5.4258  6.9235
Si  7.7419  5.6198  6.8
As  2.0203  7.079  6.9087
Si  5.766  6.9398  6.7213
Si  9.6916  7.0293  6.9443
O  6.2832  2.3642  7.8885
O  11.1244  10.1276  7.8086
O  7.6878  4.6205  8.1108
O  9.0126  2.3709  7.9098
O  9.6733  8.026  8.2867
O  3.871  9.8956  8.0359
O  0.0498  5.1217  8.681
O  5.7446  8.0232  7.9752
O  8.3509  10.1895  7.9119
O  5.7533  7.8562  22.3335
O  2.5238  8.9926  18.4452
O  3.6494  4.1601  22.393
O  9.5931  2.1968  22.7295
O  2.0425  2.14  22.8285
O  0.0093  9.8739  22.822
O  1.6152  7.7453  22.6004
O  6.2404  1.6545  22.5387
O  -0.6529  4.4766  22.6981
Si  7.6378  -4.3035  16.6398
Si  5.0973  5.1638  12.4238
Si  1.3321  13.177  14.7184
Si  0.0476  3.5222  17.1513
Si  4.5755  6.0679  16.8018
Si  2.1064  9.8398  11.6806
Si  -0.4796  19.1287  14.7494
Si  5.6722  8.7412  20.9727
Si  9.7474  9.6374  8.5223
Si  -5.3636  -0.7416  13.9377
Si  5.5717  1.0312  21.1896
Si  10.2018  7.0683  12.2176
Si  -6.6965  10.7936  11.146
Si  -1.977  3.7058  22.1362
Si  10.0083  2.4776  19.387
Si  -2.3664  9.6385  13.1024
Si  -0.7301  0.0104  11.0859
Si  -4.8841  12.7299  15.6633
Si  6.4326  2.6024  11.2178
Si  7.3249  12.0049  18.6597
Si  13.1985  -0.9261  19.2801
Si  10.7313  19.4322  19.3885
Si  3.9269  8.2158  18.5587
Si  8.3939  2.8687  13.5756
Si  -0.331  2.7821  12.0851
Si  4.7155  8.8324  8.9311
Si  7.7587  8.9509  18.7654
Si  7.6414  3.0454  8.4712
Si  -3.8315  16.786  13.6804
Si  11.9201  5.4001  10.277
Si  1.8951  10.173  14.7782
Si  4.4967  -2.211  15.8042
Si  -8.5941  -3.9355  10.8273
Si  10.4958  6.302  17.2153
Si  3.0256  13.7312  21.7325
Si  0.7417  8.8531  21.8231
Si  1.327  13.0211  19.358
Si  4.183  14.6234  15.0691
O  0.8201  2.4309  13.1851
O  7.7066  10.0074  13.3252
O  -8.7672  13.7563  14.8884
O  2.0609  10.2972  13.2007
O  1.386  11.6356  15.2319
O  -3.8443  6.7577  15.0197
O  -3.4377  2.0181  14.9374
O  4.3737  19.2981  20.094
O  5.4834  -1.2389  10.0807
O  3.2931  9.7324  15.4393
O  11.6982  15.0267  11.2144
O  4.1415  -3.7874  15.6658
O  -7.224  4.5649  13.732
O  -0.0292  16.0574  17.1435
O  -0.3819  8.1532  20.8908
O  8.3076  4.5283  22.6309
O  5.5397  3.9288  11.464
O  -1.7388  2.94  12.902
O  -6.0614  13.7847  15.321
O  10.1193  10.8492  12.5195
O  -7.6974  6.6324  18.1761
O  -4.6678  1.7746  17.2631
O  0.0916  9.6609  18.8082
O  7.519  2.8805  10.061
O  9.6422  3.5894  20.5201
O  6.8977  8.3512  19.9947
O  7.2444  21.3628  18.4023
O  8.7964  1.4464  19.1965
O  -0.4475  12.5363  10.9752
O  4.0755  6.1452  11.6688
O  -2.5474  6.0822  12.7436
O  1.7234  9.7017  20.8617
O  5.2627  -0.516  12.6734
O  1.9782  0.627  19.051
O  3.7661  7.6961  9.579
O  5.4867  1.3364  10.8519
O  -0.2836  7.3348  13.3769
O  10.893  6.5125  10.8771
O  4.1017  1.6888  21.2402
O  9.8839  10.2871  9.994
O  7.9165  4.3121  14.0892
O  1.8243  16.9271  10.3978
O  -4.2931  13.2066  12.5304
O  4.8566  8.9115  17.3955
O  -1.3101  3.0638  17.9044
O  3.2879  10.7046  10.9833
O  -5.2025  6.0359  12.8486
O  -0.846  7.2221  15.9429
O  6.1796  11.3506  15.0442
O  10.7909  7.1312  18.5496
O  -2.6585  16.7443  17.1592
O  12.4271  9.0294  15.1355
O  5.6199  -0.5962  21.2462
O  9.412  8.4594  12.0082
O  11.4058  1.8038  19.8589
O  6.2003  -4.9853  16.9586
O  1.2927  13.8888  18.0003
O  3.9805  4.6493  16.3569
O  7.7105  8.0525  17.4221
O  9.248  -1.871  19.34
O  0.6728  10.1493  11.0136
O  9.8668  9.184  14.5123
O  -5.8778  -2.0116  14.7831
O  2.1222  3.0115  20.415
O  0.242  3.0054  15.641
O  2.3883  8.2498  11.6476
O  6.2911  1.4998  19.8285

Results
free energy: -69884.547 eV
free energy less fixed offsets of As -2657.37, O -447.96, Si -113.29 eV per atom: -3.127 eV
gap between the highest filled and lowest empty level on this k mesh: 1.518 eV

The program warned: the cutoff lies below the one the program advises for these potential files; the model core charge is not resolved on the grid; the forces do not sum to zero within the program's tolerance; the exchange-correlation potential is rough where the density is thin.
